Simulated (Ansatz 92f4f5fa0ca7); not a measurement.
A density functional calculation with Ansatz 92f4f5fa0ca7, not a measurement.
Periodic cell of 244 atoms, Si164O80, from a study of silicon, its oxide and their interface. The atomic structure is a simulated model.
Doubt: the cutoff is far below the 930 eV that the study's wrapper takes by default for these files, so forces and energies are approximate.

Settings: functional PBE; potential files Ansatz PAW; basis plane waves; wave-function cutoff 580 eV; density cutoff ratio 5; exchange-correlation grid ratio 1; k mesh 1 x 1 x 1, Gamma-centred; self-consistency stop 5e-08 eV per atom in the density residual; occupations fixed; spin none; net charge 0.

Cell vectors (angstrom)
a	10.938	0	0
b	0	10.938	0
c	0	0	37.0062

Atoms and the computed forces on them: element, x, y, z (angstrom), force x, y, z (eV/angstrom)
Si	0	0	0.683	-0.0196	-0.1119	0.0033
Si	5.469	0	0.683	-0.0285	-0.0809	0.003
Si	2.7345	2.7345	0.683	-0.0728	-0.0764	-0.0227
Si	8.2035	2.7345	0.683	-0.0827	-0.0193	-0.0106
Si	0	5.469	0.683	-0.0836	-0.0403	0.0087
Si	5.469	5.469	0.683	-0.0297	-0.0964	-0.0019
Si	2.7345	8.2035	0.683	-0.0923	-0.0451	-0.0209
Si	8.2035	8.2035	0.683	-0.0479	-0.0897	-0.0261
Si	1.3673	1.3673	2.0503	0.1868	0.1833	-0.0108
Si	6.8362	1.3673	2.0503	0.1875	0.1798	-0.0306
Si	4.1018	4.1018	2.0503	0.0966	0.0301	-0.0038
Si	9.5708	4.1018	2.0503	0.078	0.0933	0.0101
Si	1.3673	6.8362	2.0503	0.1654	0.188	-0.0356
Si	6.8362	6.8362	2.0503	0.2084	0.1627	-0.043
Si	4.1018	9.5708	2.0503	0.0784	0.0177	-0.0125
Si	9.5708	9.5708	2.0503	0.0865	0.0504	0.0031
Si	2.7345	0	34.9547	-0.1457	-0.1584	0.1164
Si	8.2035	0	34.9547	-0.1406	-0.0201	-0.1182
Si	0	2.7345	34.9547	-0.1675	-0.0608	-0.1247
Si	5.469	2.7345	34.9547	-0.0645	-0.1322	0.1524
Si	2.7345	5.469	34.9547	-0.1893	-0.1063	-0.1092
Si	8.2035	5.469	34.9547	-0.0564	-0.1318	0.1015
Si	0	8.2035	34.9547	-0.1258	-0.1421	0.1299
Si	5.469	8.2035	34.9547	-0.1568	-0.0789	-0.1563
Si	4.1018	1.3673	36.3219	0.0352	0.0889	0.0066
Si	9.5708	1.3673	36.3219	0.0161	0.1012	0.015
Si	1.3673	4.1018	36.3219	0.0554	0.0849	0.0058
Si	6.8362	4.1018	36.3219	0.1035	0.0309	-0.0007
Si	4.1018	6.8362	36.3219	0.0291	0.0956	-0.0021
Si	9.5708	6.8362	36.3219	0.0806	0.0559	0.0066
Si	1.3673	9.5708	36.3219	0.074	0.0579	0.0011
Si	6.8362	9.5708	36.3219	0.065	0.0529	-0.0121
Si	-0.8934	0.4564	27.0298	0.0052	-0.0066	-0.0129
Si	5.8613	-0.6312	26.6436	-0.0249	0.0212	-0.0123
Si	1.9002	3.0431	27.0099	0.0167	-0.0355	-0.0001
Si	8.5771	2.3244	27.2977	-0.0056	0.0192	0.0142
Si	0.3872	4.8843	27.2414	-0.0237	0.019	-0.0062
Si	4.7339	5.8027	26.5948	0.0231	-0.02	-0.0104
Si	3.0005	7.5658	26.8064	-0.0132	0.0152	0.0092
Si	7.5373	8.4738	26.7812	0.0235	-0.0216	0.0074
Si	1.084	1.2085	28.1456	0.0083	0.0029	0.0024
Si	6.6883	1.179	28.0588	-0.0032	-0.0019	0.0101
Si	3.8744	4.0226	27.956	0.0078	0.0015	0.0078
Si	9.5162	4.0682	28.4536	-0.0118	0.0007	0.0057
Si	1.3568	6.7294	28.2696	-0.0065	-0.0027	0.0141
Si	6.5274	6.7265	27.9846	0.0018	0.0035	0.0054
Si	4.0443	9.4103	27.9382	-0.0034	0	0.0035
Si	9.301	9.4443	28.077	0.0031	0.0011	0.0041
Si	2.6522	-0.1249	29.3219	-0.0006	-0.0001	-0.0065
Si	8.0463	-0.1069	29.5501	0.0023	0.0022	-0.0001
Si	-0.0627	2.6164	29.709	-0.0032	-0.0016	0.0013
Si	5.3088	2.6541	29.31	-0.003	0.0002	-0.0032
Si	2.7093	5.3492	29.5937	-0.0007	-0.0086	0.0028
Si	7.9881	5.4926	29.4567	0.0014	-0.0029	0.0003
Si	-0.1262	8.1613	29.4163	-0.0025	0.0012	-0.0001
Si	5.3289	8.1204	29.4886	-0.0015	-0.0024	0.001
Si	3.9862	1.297	30.745	0.0006	-0.0003	-0.0019
Si	9.441	1.2535	30.9365	-0.003	-0.0032	0.0042
Si	1.335	4.0205	30.964	0.0009	-0.0002	0.0046
Si	6.6933	4.0162	30.7722	0.0001	-0.0013	-0.0025
Si	4.0383	6.7675	30.9127	0.0019	0.0005	0.0059
Si	9.4444	6.8144	30.8169	0.0009	0.001	-0.0001
Si	1.2893	9.5101	30.7817	-0.0013	-0.0009	-0.0003
Si	6.7069	9.4753	30.891	-0.0063	-0.005	0.0031
Si	-0.0354	-0.0642	32.2259	-0.0035	-0.0049	-0.0011
Si	5.3647	-0.0305	32.1897	0.0013	-0.0041	0.0013
Si	2.722	2.6566	32.2492	-0.0035	-0.004	-0.0004
Si	8.095	2.7012	32.2085	0.0011	-0.0012	0.0002
Si	-0.0878	5.4423	32.2051	-0.0004	-0.0042	-0.0006
Si	5.4331	5.4104	32.2308	-0.004	-0.0001	0.0002
Si	2.6504	8.1635	32.2092	-0.0028	-0.0041	0.0002
Si	8.1431	8.176	32.2411	-0.0024	-0.0014	-0.0004
Si	1.3323	1.3216	33.5949	-0.0015	0.0047	0
Si	6.7667	1.3228	33.578	0.0028	0.0049	-0.0013
Si	4.0765	4.0585	33.5992	-0.0025	0.0014	-0.0011
Si	9.5101	4.061	33.5744	0.0026	-0.0014	-0.0011
Si	1.3071	6.7992	33.5821	0.002	0.0055	-0.0006
Si	6.8089	6.7897	33.5937	0.0035	-0.0031	0.0001
Si	4.0395	9.5354	33.5775	0.0004	0.005	-0.0016
Si	9.5415	9.531	33.5971	0.0004	0.0009	0.0007
Si	2.7937	0.0535	3.4153	-0.0031	-0.0023	0.0014
Si	8.2618	0.0564	3.4115	-0.0035	-0.0024	0
Si	0.0467	2.7808	3.4138	-0.001	-0.0033	0.0003
Si	5.5105	2.7685	3.4223	0.0002	-0.0029	0.0013
Si	2.7812	5.5145	3.4068	-0.0022	-0.0002	0.0008
Si	8.2477	5.5138	3.4218	-0.0028	0.0009	0.0016
Si	0.0489	8.2486	3.4214	-0.0002	-0.0026	0.0017
Si	5.5163	8.2412	3.4121	0.001	-0.0056	-0.0004
Si	4.188	1.3949	4.8127	0.0049	-0.0014	-0.0007
Si	9.6584	1.4132	4.7926	0.0041	0.0024	0.0003
Si	1.4252	4.164	4.7685	-0.0044	0.0087	-0.0009
Si	6.8834	4.1537	4.7818	-0.0034	0.0046	-0.0002
Si	4.1888	6.8499	4.7743	0.0026	0	-0.0007
Si	9.6513	6.8705	4.793	0.0023	0.0017	0.0004
Si	1.421	9.6576	4.7722	0.0026	0.0048	-0.003
Si	6.878	9.6564	4.7531	-0.0017	0.0039	-0.0026
Si	0.139	0.1249	6.2097	-0.0024	-0.002	0.0098
Si	5.6021	0.076	6.2278	-0.003	0.0006	0.0066
Si	2.8296	2.8254	6.105	0.0053	-0.004	-0.0092
Si	8.2987	2.8155	6.1108	0.0012	-0.0029	-0.0097
Si	0.1096	5.5227	6.1939	0.0036	0.0003	0.0053
Si	5.5423	5.497	6.2058	0.0038	0.0022	0.0077
Si	2.8584	8.3047	6.0455	0.0034	0.0026	-0.0083
Si	8.293	8.3286	6.0543	0.0095	0.0009	-0.0036
Si	1.5504	1.5569	7.5911	-0.0037	0.0022	0.0088
Si	7.0243	1.505	7.5801	-0.0014	0.0046	0.0061
Si	4.1644	4.0778	7.5908	0.0056	0.0069	0.0075
Si	9.6646	4.1076	7.5419	0.0043	0.0043	0.0035
Si	1.5607	6.9725	7.4354	0.0015	-0.0003	0.0071
Si	6.9704	6.9744	7.4167	-0.0021	0.0021	0.0043
Si	4.1807	9.6062	7.5129	0.0006	0.001	0.0019
Si	9.6378	9.6798	7.4681	-0.001	0.0028	-0.0023
Si	2.9835	0.1626	8.9129	-0.0086	-0.0056	-0.0189
Si	8.4782	0.193	8.9573	-0.0037	-0.0076	-0.0165
Si	0.1401	2.8689	9.0578	0.003	-0.0017	-0.0162
Si	5.6054	2.7548	9.0413	-0.003	-0.0079	-0.0166
Si	2.8623	5.6003	8.8753	-0.0067	-0.0037	-0.015
Si	8.3427	5.6282	8.7642	-0.0083	-0.0051	-0.0091
Si	0.1615	8.3619	8.728	0.0006	-0.0067	-0.0109
Si	5.6123	8.2652	8.853	-0.0076	-0.0164	-0.0106
Si	4.929	0.7711	10.3218	-0.02	0.0202	0.0355
Si	10.3368	1.0165	10.4436	-0.003	0.0185	0.033
Si	0.9788	4.8525	10.1463	0.016	-0.0075	0.019
Si	6.5917	4.6857	10.0357	0.0229	-0.0105	0.0145
Si	4.7436	6.4337	10.1295	-0.0149	0.0224	0.014
Si	10.0901	6.6823	10.0335	-0.0155	0.0192	0.0089
Si	1.1391	10.1395	10.0017	0.0074	0.0005	-0.0048
Si	6.7408	9.9903	10.0408	0.0228	-0.0196	0.014
O	32.3848	-2.7886	24.9877	-0.0012	-0.0001	0.0041
O	-9.5577	-12.5857	23.3155	-0.0035	-0.0073	0.013
O	-0.7759	-9.5219	12.0844	0.0019	-0.0084	-0.0245
O	24.646	8.8602	13.6969	-0.0146	-0.0127	-0.0109
O	15.0598	-5.1065	22.4162	-0.0005	-0.0061	0.0071
O	12.6085	-11.9141	15.8193	0.0048	0.0051	0.0039
O	11.6745	-9.6513	21.875	-0.0007	-0.001	0.0013
O	15.1565	-4.414	19.863	-0.0049	-0.0044	0.0062
O	-23.4576	-37.6839	23.6359	-0.0092	0.0039	0.0039
O	0.4109	-16.6804	13.9831	0.0022	0.0011	-0.0008
O	2.2617	7.9354	25.3579	0.005	0.0019	-0.0029
O	0.6229	-23.6763	20.7236	-0.0007	-0.0072	0.0032
O	14.2397	-5.2478	17.4943	-0.0009	0.0022	0.0059
O	1.5835	2.8199	25.3371	-0.0037	0.0046	0.017
O	18.8155	14.9061	19.6994	0.0063	-0.002	0.0014
O	17.7126	-2.3547	15.8835	-0.0065	0.0023	0.0015
Si	20.0799	-14.278	24.2268	0.023	-0.0012	-0.0213
Si	-10.3849	-5.7165	19.9722	0.0011	-0.0077	-0.0004
Si	4.6385	16.8897	18.4101	-0.0001	-0.0064	-0.003
Si	4.4674	-15.5639	13.2279	0.0072	0.0023	0.0149
Si	2.0288	0.8745	20.9584	-0.0044	-0.0054	-0.0044
Si	-10.1017	-2.2121	16.5157	0.0088	-0.0074	-0.0038
Si	-21.4007	9.9671	19.3219	-0.0011	0.0066	0.0025
Si	-3.8841	-25.3157	17.0796	-0.0042	0.0044	0.0023
Si	15.8793	0.567	13.5584	0.0139	-0.0039	0.0038
Si	-13.5595	-12.3128	19.0244	0.0016	0.0045	-0.0053
Si	-9.3459	16.55	12.9553	0.0084	-0.0113	0.0198
Si	-13.6516	20.5821	22.0834	0.0076	-0.0008	-0.0022
Si	15.0244	-6.0369	23.7551	-0.0057	-0.0131	-0.0296
Si	10.7042	16.666	22.7618	0.0014	-0.0056	-0.0002
Si	14.1749	-4.6233	21.1321	0.0024	-0.0033	-0.0022
Si	45.2966	8.6641	12.6513	0.0116	0.0032	0.0224
Si	-15.5623	3.4616	19.4634	0.0057	0.0005	-0.0083
Si	-9.0527	-1.8075	21.7742	0.0039	0.0032	-0.0033
Si	-12.0203	1.6209	13.696	-0.0051	0.0012	0.0118
Si	-15.7145	0.2656	23.6746	0.0086	0.0053	-0.0214
Si	-3.8422	-5.5105	12.7578	0.0043	-0.0035	0.0198
Si	-11.822	12.274	22.0253	-0.0044	0.0078	0.0033
Si	31.8272	9.504	14.3216	-0.0095	-0.005	0.0042
Si	27.3757	-13.0248	14.9175	0.0071	-0.0015	-0.0078
Si	-13.0127	-9.2936	24.629	0.0083	0.0151	-0.0313
Si	1.7025	5.8209	17.1639	0.004	0	-0.0029
Si	19.0779	4.9308	15.5127	0.0007	0.0016	-0.0079
Si	-7.9326	-11.9448	14.9222	-0.0076	-0.0043	-0.0022
Si	7.5814	-9.6074	17.8173	0.0006	-0.0014	0.0043
Si	-9.7404	-6.7021	24.5876	-0.0214	0.0125	-0.0198
Si	15.5056	13.3124	21.9403	-0.0035	0.0042	-0.0032
Si	19.1807	-2.7634	12.1596	-0.007	-0.011	0.0194
Si	18.0787	35.0426	14.9795	-0.0009	-0.0027	-0.0063
Si	31.1248	3.0555	19.523	-0.0059	0.0014	0.0031
Si	11.0487	4.1233	15.176	0.0122	0.0067	-0.0022
Si	1.0492	18.9673	24.291	-0.0214	0.0029	-0.0257
O	12.981	38.0391	20.7217	0.0023	0.0019	-0.0004
O	-6.2263	0.8853	11.9759	0.0006	0.0004	-0.0241
O	1.4127	-14.6749	16.2977	-0.0005	0.0075	0.0047
O	-0.256	3.8595	19.4946	0.0027	-0.0005	0.0023
O	-5.1923	10.0738	13.8277	0.0032	0.0068	0.0031
O	13.565	4.9999	24.454	0.0036	0.0016	0.0054
O	-3.5081	10.7614	18.3946	0.0026	-0.0066	0.0037
O	9.3487	-0.1206	22.1576	-0.0044	-0.0038	-0.0015
O	9.8336	-33.5842	19.0196	-0.0016	-0.0009	0.0022
O	-6.7094	9.3428	15.8308	0.0012	-0.0011	0.0117
O	-5.7882	22.9031	22.6509	0.0015	-0.0076	0.0077
O	-18.696	-8.9007	21.0869	0.0026	0.0007	0.001
O	18.2943	-6.5378	11.5206	-0.0093	0.0106	-0.0189
O	5.4557	-28.244	18.6534	-0.0028	0.0053	0.0024
O	8.0633	-13.6792	18.1592	-0.0027	-0.0001	0.0011
O	9.5229	7.5182	11.3804	0.0165	-0.0091	-0.0076
O	-0.4406	-16.026	21.1343	-0.005	-0.0003	0.0074
O	7.4385	1.194	16.2014	-0.0003	0.0054	-0.0047
O	7.941	18.7448	25.2943	-0.0193	0.0011	0.011
O	12.2291	-3.8451	12.3431	-0.0053	0.0041	-0.0044
O	19.6224	-2.215	13.6415	0.0008	-0.0004	-0.0033
O	19.562	-8.0878	25.7004	0.0017	-0.02	-0.0009
O	5.7632	-20.069	14.2251	-0.0018	-0.003	0.0073
O	-12.153	13.1125	23.3727	-0.0054	-0.0065	0.0053
O	14.3988	-10.5041	14.2859	-0.0012	0.014	0.0103
O	0.4095	15.1955	23.1485	0.0022	-0.0042	0.0047
O	39.63	9.9775	22.8303	-0.0057	-0.0033	0.0047
O	-14.5002	-9.7029	24.1332	-0.0052	-0.0049	0.0077
O	5.5766	26.9861	13.2736	0.0047	0.0089	0.0003
O	16.0137	18.3917	14.2063	-0.0059	-0.0182	-0.0007
O	-2.7326	5.3319	13.9308	-0.0052	0.0039	-0.0059
O	5.4341	10.6725	25.0523	-0.0067	-0.0104	0.0333
O	12.192	-17.4124	16.325	-0.0099	-0.0032	-0.0014
O	0.2296	-5.8229	25.5889	0.0129	-0.0101	0.0032
O	22.8039	-4.1547	23.2335	0.0051	0.0023	0.0097
O	19.9282	-8.8186	18.188	0.0005	-0.0042	0.0011
O	-14.838	3.7259	15.651	-0.0018	-0.0047	0.0106
O	-3.0602	20.1755	20.5518	-0.0031	-0.0017	0.006
O	-1.2093	22.3048	25.3607	-0.0044	-0.0003	0.0117
O	-12.092	-10.7597	14.4675	0.0036	0.0016	0.0022
O	-10.9348	-19.2573	14.4761	-0.0011	-0.0045	-0.0032
O	-6.5936	-7.5557	23.2131	-0.0017	0.0107	0.008
O	1.5372	4.5624	11.7034	-0.0038	0.0061	-0.0044
O	6.3436	-8.7867	18.4919	-0.0054	0.0025	0.0045
O	5.6144	3.0679	20.8904	-0.0106	-0.0083	0.0112
O	-3.8087	-3.9538	12.2471	0.0048	0.0058	-0.0011
O	0.2218	-1.6034	13.2644	0.0095	-0.0007	-0.0075
O	13.6895	-3.1245	21.4834	-0.0059	0.0029	0.0046
O	13.9817	-5.2753	13.7148	-0.0033	0.0076	-0.0001
O	11.9175	-1.9051	18.0969	0.0003	-0.0022	-0.0009
O	-13.5254	-19.6279	13.8731	0.0101	-0.0046	-0.0014
O	20.5693	4.4321	15.9178	0.0014	-0.0027	0.0061
O	7.5101	20.3591	11.4127	-0.0057	0.0179	-0.0115
O	-20.5247	0.4369	19.4874	0.0025	0.0004	0.007
O	7.7706	17.1074	16.4778	0.0057	-0.0062	0.0046
O	16.0259	5.3923	24.9776	-0.0023	0.0112	0.0227
O	-2.0529	41.2054	22.8444	-0.0031	-0.0094	0.0091
O	5.6189	7.0523	17.7164	0.0025	0.0015	0.0019
O	-11.5807	-2.1005	15.7918	-0.0084	0.0078	-0.0037
O	-6.6625	-4.0971	11.6861	0.0058	-0.0026	-0.0241
O	2.7788	21.4027	21.4964	0.0032	0	0.0009
O	-9.0259	31.3492	11.3106	0.0016	0.0006	0.0002
O	-21.0551	16.9288	18.5514	0.0002	0.0008	-0.0024
O	20.2549	2.0509	20.7848	0.0033	-0.0046	-0.0007

Results
free energy: -149750.386 eV
free energy less fixed offsets of O -568.88, Si -635.61 eV per atom: 0.054 eV

The program warned: the cutoff lies below the one the program advises for these potential files; the exchange-correlation potential is rough where the density is thin.
